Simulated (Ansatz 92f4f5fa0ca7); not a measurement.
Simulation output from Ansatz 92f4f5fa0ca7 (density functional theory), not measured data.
Periodic cell of 215 atoms, Si131O82P2, from a study of silicon, its oxide and their interface. The atomic structure is a simulated model.
Doubt: the cutoff is far below the 930 eV that the study's wrapper takes by default for these files, so forces and energies are approximate.
This geometry differs little from another in the collection (a relaxation step or a small displacement).

Settings
functional: PBE
potential files: Ansatz PAW
basis: plane waves
wave-function cutoff: 580 eV
density cutoff ratio: 5
exchange-correlation grid ratio: 1
k mesh: 1 x 1 x 1, Gamma-centred
self-consistency stop: 5e-08 eV per atom in the density residual
occupations: fixed
spin: none
net charge: 0

Cell vectors (angstrom)
a	10.938	0	0
b	0	10.938	0
c	0	0	31.5432

Atoms: element, x, y, z (angstrom)
Si	10.4135	0.5502	24.4333
Si	6.037	10.4875	24.1865
Si	2.0593	3.2153	24.2223
Si	8.6923	2.2297	24.3628
Si	0.4921	5.0436	24.2501
Si	5.0468	5.9207	24.3179
Si	3.3863	7.6419	24.2574
Si	7.8233	8.8312	24.0613
Si	1.3343	1.4373	25.5187
Si	6.8739	1.3106	25.4799
P	3.9799	4.1318	25.4091
Si	9.6562	4.0731	25.4375
Si	1.5061	6.7953	25.4459
Si	6.9053	6.9482	25.2872
Si	4.2364	9.5217	25.3645
Si	9.5004	9.6366	25.4876
Si	2.7889	-0.0213	26.6736
Si	8.1874	-0.0024	26.9613
Si	0.0071	2.7665	26.9137
Si	5.4295	2.7526	26.6913
P	2.7722	5.4447	26.8656
Si	8.2391	5.5221	26.6497
Si	0.0344	8.2061	26.7003
Si	5.5634	8.2085	26.7961
Si	4.1013	1.3642	28.0907
Si	9.5724	1.3775	28.1952
Si	1.3622	4.095	28.1936
Si	6.8367	4.1453	28.0401
Si	4.196	6.8732	28.1166
Si	9.6	6.8423	28.0839
Si	1.3943	9.5779	28.0762
Si	6.8358	9.5626	28.2124
Si	0.0204	-0.0096	29.4916
Si	5.4643	0.0104	29.5034
Si	2.7551	2.7227	29.4962
Si	8.1786	2.7551	29.4786
Si	0.0032	5.4946	29.4986
Si	5.4839	5.4571	29.4807
Si	2.7427	8.1886	29.4614
Si	8.2263	8.1818	29.5
Si	1.3673	1.3673	30.8594
Si	6.8362	1.3673	30.8594
Si	4.1018	4.1018	30.8594
Si	9.5708	4.1018	30.8594
Si	1.3673	6.8362	30.8594
Si	6.8362	6.8362	30.8594
Si	4.1018	9.5708	30.8594
Si	9.5708	9.5708	30.8594
Si	2.7345	0	0.6835
Si	8.2035	0	0.6835
Si	0	2.7345	0.6835
Si	5.469	2.7345	0.6835
Si	2.7345	5.469	0.6835
Si	8.2035	5.469	0.6835
Si	0	8.2035	0.6835
Si	5.469	8.2035	0.6835
Si	4.1179	1.3478	2.0538
Si	9.5452	1.3784	2.0449
Si	1.3366	4.1267	2.0579
Si	6.8558	4.069	2.0547
Si	4.083	6.8556	2.0413
Si	9.5937	6.8137	2.0517
Si	1.3738	9.5599	2.0563
Si	6.8352	9.5687	2.069
Si	-0.0373	-0.0164	3.3622
Si	5.4654	-0.0148	3.4823
Si	2.7027	2.7142	3.3549
Si	8.188	2.6969	3.493
Si	-0.0229	5.4668	3.5102
Si	5.4642	5.4646	3.3413
Si	2.7347	8.2031	3.4794
Si	8.228	8.1782	3.3882
Si	1.2929	1.3677	4.6727
Si	6.8419	1.3012	4.9168
Si	4.0649	4.1137	4.637
Si	9.5347	4.0607	4.9026
Si	1.3564	6.8665	4.8968
Si	6.8404	6.7993	4.6831
Si	4.107	9.5603	4.8937
Si	9.5741	9.5601	4.7502
Si	2.6167	0.0375	6.1013
Si	8.2277	-0.1369	6.2728
Si	-0.0163	2.6482	6.204
Si	5.3797	2.7672	6.0694
Si	2.7527	5.4242	6.1396
Si	8.0951	5.4358	6.1837
Si	-0.0036	8.2907	6.2409
Si	5.5672	8.1463	6.1552
Si	3.4751	1.9381	7.175
Si	10.0228	0.8279	7.4725
Si	1.7748	3.6541	7.3572
Si	6.2101	4.5228	7.388
Si	4.6376	6.3047	7.2573
Si	9.1606	7.1863	7.3352
Si	0.8939	10.1538	7.5216
Si	7.408	8.8859	7.4956
O	4.5685	6.6021	8.886
O	1.4153	3.971	8.9567
O	9.7271	6.5397	8.7595
O	1.3086	10.101	9.1522
O	6.0834	4.2186	9.0309
O	3.7283	1.5985	8.7589
O	7.1343	8.9608	9.1478
O	9.6544	1.0774	9.0768
O	8.328	2.5115	22.7736
O	11.0702	5.58	22.7224
O	5.629	0.014	22.6509
O	5.2495	5.3363	22.7721
O	2.2599	2.8534	22.608
O	3.2559	7.7897	22.6044
O	8.3685	8.7489	22.4806
O	-0.1844	11.2236	22.8415
Si	2.1542	2.9755	12.9187
Si	8.6901	1.3037	10.3659
Si	1.0602	4.4918	15.386
Si	7.5527	5.5682	12.2333
Si	2.3998	8.1838	21.2804
Si	5.4234	7.7838	12.4852
Si	9.2757	0.4588	15.517
Si	2.9087	-0.0654	16.6937
Si	10.4724	1.158	12.619
Si	7.772	2.8287	21.2948
Si	9.1437	8.7885	14.474
Si	1.4866	4.7731	10.3748
Si	4.481	9.4727	19.1874
Si	11.0763	6.1025	21.176
Si	6.6213	10.4437	14.8758
Si	5.3948	0.7186	21.2137
Si	2.3495	9.8063	10.3863
Si	0.426	10.6502	21.4744
Si	5.8348	5.2489	21.2502
Si	3.6503	7.0848	10.1149
Si	9.0361	5.6864	14.8883
Si	3.659	4.099	19.1666
Si	10.0344	3.6676	19.3567
Si	4.2632	8.6564	15.3821
Si	0.4604	1.9129	17.1976
Si	6.7802	7.5105	19.3629
Si	5.2647	3.6101	16.811
Si	7.7856	5.0092	17.5882
Si	6.6719	9.9166	10.3872
Si	4.3849	1.0522	10.1118
Si	-0.0244	9.0883	11.9119
Si	9.0981	8.6339	21.0152
Si	4.5498	1.6629	14.6296
Si	2.4681	2.1119	21.1524
Si	6.3357	3.3387	10.3802
Si	3.4339	5.9094	16.7779
Si	9.8865	6.5318	10.3713
O	0.1301	2.6267	18.6294
O	2.9288	9.6216	15.5994
O	10.8474	4.7957	20.2236
O	7.5783	2.3957	9.9408
O	10.9363	5.3385	10.8086
O	6.5962	6.7245	12.8853
O	10.3313	8.0575	10.7912
O	7.6723	9.4566	14.0223
O	8.4342	6.2041	11.0235
O	5.362	10.5206	20.0614
O	2.1766	3.7423	11.461
O	7.968	8.5364	19.8342
O	6.2016	6.7384	20.694
O	5.5013	2.7036	15.4754
O	1.2946	0.9792	20.8321
O	6.0681	9.0468	11.641
O	4.6307	4.9785	16.1824
O	6.6203	3.873	17.685
O	10.5366	10.6682	11.8273
O	5.5793	0.499	14.0321
O	7.9962	5.1439	15.993
O	9.75	9.8219	15.5948
O	-0.4115	5.1312	15.1906
O	1.5474	6.8634	20.8101
O	1.5	0.6232	17.2202
O	6.597	1.7717	20.8822
O	1.0188	1.7915	12.8496
O	3.2352	5.4978	18.3758
O	9.5363	2.0085	11.5876
O	1.0328	3.0906	16.2237
O	8.5684	5.1236	13.4316
O	10.2848	8.5818	13.3214
O	1.4601	9.4254	21.7537
O	10.0872	9.9319	20.6846
O	3.1779	0.2153	10.875
O	5.0731	2.366	10.8342
O	1.7166	4.1535	13.9444
O	7.9348	10.8562	10.8529
O	9.167	4.4856	18.25
O	5.6434	9.4859	15.7975
O	5.5394	-0.0335	9.7694
O	3.5897	2.316	13.4473
O	1.9851	5.6333	16.086
O	9.7149	1.0531	14.056
O	4.4067	6.944	11.5376
O	4.7497	4.5201	20.2927
O	9.9606	1.3448	16.674
O	6.683	4.3081	11.6546
O	5.5715	8.3658	18.6658
O	9.0397	2.7528	20.2726
O	3.6036	1.118	15.8334
O	4.227	3.0829	17.9893
O	9.8989	7.2084	20.9805
O	3.359	8.6621	9.8211
O	3.9384	7.4149	16.3994
O	7.6417	0.4779	15.7247
O	8.9446	7.3036	15.061
O	3.9376	1.432	21.2224
O	1.6019	9.1372	11.6965
O	2.3317	6.151	10.1855
O	7.3237	6.416	18.2775
O	7.2001	4.3592	21.2478
O	4.5568	8.232	13.8145
O	3.3537	8.6758	20.0634
O	2.4992	3.2618	19.9723
O	3.7186	10.309	18.004

Results
free energy: -131425.306 eV
free energy less fixed offsets of O -568.88, P -755.39, Si -635.61 eV per atom: -1.456 eV

Forces (eV/angstrom), in the order of the atoms: element, x, y, z
Si	-0.0398	0.0543	-0.0489
Si	-0.0268	-0.0634	-0.0548
Si	-0.0286	0.1387	-0.2641
Si	0.0521	0.0554	-0.0635
Si	0.0212	-0.0353	0.0396
Si	-0.0854	0.0146	-0.0691
Si	0.0153	-0.0514	-0.0255
Si	-0.0195	0.0222	-0.0503
Si	-0.0086	-0.0872	0.0819
Si	0.0038	-0.0042	-0.0087
P	-0.0161	0.0464	-0.1044
Si	-0.0056	0.073	0.0096
Si	0.016	-0.0345	-0.1347
Si	0.0807	-0.0062	0.0306
Si	-0.0556	0.0171	0.0193
Si	0.0453	-0.0865	0.0286
Si	0.0225	-0.0279	0.0491
Si	-0.012	0.0358	-0.2444
Si	-0.0732	-0.0468	-0.1619
Si	-0.0181	0.0574	0.1879
P	-0.002	-0.0191	0.21
Si	0.0002	-0.0494	0.0361
Si	0.0036	-0.0106	0.1258
Si	0.0837	0.1175	-0.1336
Si	0.0138	0.0151	-0.0706
Si	0.0841	0.0341	0.2077
Si	0.218	0.1076	0.0487
Si	-0.0146	0.0018	-0.097
Si	-0.119	-0.196	0.0127
Si	-0.0032	0.0268	-0.0571
Si	-0.0025	-0.0065	-0.0465
Si	-0.0533	-0.1532	0.2012
Si	-0.002	-0.024	0.0087
Si	-0.0617	0.0212	-0.003
Si	0.0237	0.0063	0.0104
Si	-0.0099	0.0405	0.0022
Si	-0.0564	0.0315	0.0058
Si	0.0073	-0.033	0.0144
Si	-0.0464	0.056	0.0031
Si	0.0307	0.0089	0.0132
Si	0.0505	-0.0079	0.0381
Si	-0.0925	0.1203	-0.0481
Si	0.1365	-0.071	0.0098
Si	-0.0411	0.0457	-0.1768
Si	0.0715	0.1419	-0.0371
Si	0.0352	-0.0779	0.008
Si	-0.0763	-0.0464	-0.1495
Si	0.1236	-0.067	0.0211
Si	0.0284	-0.1265	0.0226
Si	-0.1449	0.0516	-0.0531
Si	-0.1641	0.0997	-0.028
Si	0.0828	-0.1087	-0.0012
Si	-0.1776	0.104	-0.0359
Si	0.0903	-0.1408	0.0578
Si	0.1709	-0.0717	0.0153
Si	-0.0223	0.1381	-0.0452
Si	-0.0005	-0.0073	0.0133
Si	0.0052	-0.0161	0.0107
Si	0.0127	-0.0148	-0.0052
Si	-0.0062	0.0013	0.0214
Si	0.0205	-0.008	0.0138
Si	0.006	-0.0194	0.0144
Si	0.0278	-0.0156	0.0261
Si	-0.0098	0.0044	-0.0238
Si	-0.0915	0.0192	-0.1642
Si	0.0158	-0.0177	0.0465
Si	-0.048	0.0246	-0.1925
Si	0.0225	-0.0414	0.0372
Si	0.0064	-0.0073	0.0563
Si	-0.0463	0.0553	-0.1998
Si	0.0189	-0.0157	0.0304
Si	0.0125	0.0393	-0.111
Si	0.0248	-0.0174	0.1382
Si	-0.0005	0.0137	-0.0561
Si	0.0249	0.0002	0.1578
Si	-0.0028	0.0253	-0.0533
Si	-0.0163	0.0057	-0.0469
Si	0.003	-0.0132	0.1317
Si	-0.0159	0.0038	-0.0581
Si	0.0112	-0.0068	0.087
Si	0.0017	0.0276	0.0436
Si	-0.0062	0.0072	-0.0127
Si	-0.0216	0.0031	-0.0062
Si	-0.0311	0.0039	0.0326
Si	-0.0039	0.011	-0.0289
Si	0.0007	0.0202	0.0265
Si	-0.0126	0.0011	0.0209
Si	-0.0039	0.0006	-0.005
Si	0.0407	-0.0388	-0.0038
Si	0.0072	-0.0123	0.0469
Si	0.0128	0.0025	0.062
Si	0.0069	-0.016	0.0118
Si	0.0132	0.002	0.0393
Si	0.008	-0.0146	0.0135
Si	0.0083	-0.0106	0.0018
Si	0.015	-0.0152	0.0339
O	0.0041	-0.0016	-0.019
O	-0.0052	-0.0054	-0.047
O	-0.0032	0.0059	-0.0098
O	-0.0053	0.0045	0.0018
O	-0.0029	0.0083	-0.0041
O	-0.0015	0.0118	0.0274
O	0.0044	-0.0024	-0.0197
O	0.0067	0.0016	-0.0319
O	-0.0105	-0.0167	0.0525
O	-0.0144	0.0299	-0.0601
O	0.01	-0.0033	0.0429
O	0.0427	-0.0337	0.0006
O	0.0194	-0.0454	0.0706
O	0.0014	0.0097	-0.0221
O	0.0086	-0.0027	0.0156
O	-0.0132	-0.0074	0.0499
Si	-0.0047	-0.0061	0.0041
Si	-0.0147	0.0088	0.0113
Si	0.0003	-0.0029	0.0097
Si	-0.005	0.0016	0.0007
Si	0.0231	-0.0028	0.052
Si	0.0023	0.0003	0.0064
Si	0.0022	0.0014	0.0044
Si	-0.0005	-0.0055	0.0123
Si	0.0065	-0.0009	0.0071
Si	-0.0009	0.0024	0.0099
Si	-0.0092	0.0023	0.0015
Si	-0.0016	0.0002	0.0129
Si	-0.0053	-0.0083	0.028
Si	-0.0131	-0.0048	0.0587
Si	0.0025	-0.0012	0.0002
Si	-0.0062	0.0198	-0.0126
Si	-0.0003	0.0138	0.003
Si	0.0294	-0.0176	-0.0091
Si	-0.0141	0.0475	0.0576
Si	-0.0172	0.0035	0.0107
Si	-0.0055	-0.0026	0.016
Si	-0.0072	-0.0017	0.0065
Si	0.0041	0.0057	0.0199
Si	-0.0064	0.0045	0.0046
Si	-0.0027	0.0034	0.0147
Si	-0.0127	-0.0024	0.0044
Si	0.0015	0.0005	0.0176
Si	-0.0012	0.0063	0.0156
Si	-0.0187	0.0179	0.007
Si	-0.0086	0.0118	-0.0187
Si	-0.0038	0.0057	0.0033
Si	0.0348	-0.0478	0.0078
Si	-0.0066	-0.0009	0.0086
Si	-0.0214	0.0115	0.0723
Si	0.0055	-0.0027	-0.0022
Si	-0.0017	-0.0081	0.0146
Si	-0.0013	0.0028	0.0001
O	-0.0006	-0.0038	-0.0075
O	0.0026	-0.0024	0.0045
O	0.0024	0.0051	0.0003
O	0.0072	0.0061	0.0129
O	0.0003	0.0005	-0.0028
O	0.003	0.0001	-0.0007
O	0.0015	0.0013	0.0016
O	-0.0028	-0.0011	0.0017
O	0.0013	-0.0007	0.0067
O	-0.0036	-0.0031	0.0015
O	-0.0038	0.0074	-0.0067
O	0.0039	-0.0027	0.0077
O	-0.0039	-0.0458	0.0062
O	-0.0029	-0.0026	-0.003
O	0.0132	-0.0085	0.0097
O	-0.0005	0.0068	-0.0079
O	-0.0021	0.004	0.0021
O	0.001	-0.0006	-0.0106
O	-0.0047	-0.0019	0.0038
O	0.0004	0.0001	0.0027
O	0.0043	0.0046	-0.0021
O	0.0015	-0.0021	0.0036
O	-0.0035	0.0024	0.0022
O	-0.0081	-0.001	-0.0012
O	0.0025	-0.0018	-0.0045
O	-0.0141	0.001	0.0119
O	-0.0063	-0.0021	0.0047
O	0.0081	0.0003	-0.0049
O	-0.008	-0.0001	-0.0078
O	0.0012	0.0053	-0.0057
O	-0.008	0.0046	-0.0024
O	0.0019	0.0008	0.0007
O	-0.02	0.0149	-0.0058
O	-0.0084	0.0033	0.0092
O	-0.0015	-0.0004	0.0069
O	-0.0037	-0.0022	0.0021
O	-0.0007	-0.0035	0.0007
O	-0.0047	0.0003	-0.002
O	-0.0048	0	-0.0042
O	0.0015	0.0002	-0.0027
O	0.0119	-0.0062	-0.0003
O	-0.0035	0.0012	0.0036
O	0.001	-0.0038	-0.001
O	0.0008	0.0057	0.0002
O	-0.0013	-0.0023	-0.0085
O	0.0253	0.0117	0.0291
O	-0.0096	-0.0072	-0.0063
O	-0.0004	0.0006	-0.0015
O	-0.0035	0.0078	0.0119
O	-0.0046	-0.0001	0.0055
O	0.0042	0.0042	-0.0012
O	0.0047	0.0002	-0.003
O	0.0008	0.0193	0.0061
O	0.0032	-0.0067	0.006
O	0.0005	0.0012	-0.0078
O	-0.0021	0.001	0.0063
O	0.0004	0	0.0045
O	-0.0013	0.0023	-0.0153
O	-0.0054	0.0051	0.0007
O	0.0079	0.0021	0.0058
O	0.0076	-0.0115	-0.0092
O	-0.0094	-0.0188	0
O	0.0023	-0.0043	-0.004
O	0.0166	0.0101	-0.0137
O	0.007	-0.0071	0.0088
O	-0.0024	0.0075	-0.0105

The program warned: the cutoff lies below the one the program advises for these potential files; the exchange-correlation potential is rough where the density is thin.
